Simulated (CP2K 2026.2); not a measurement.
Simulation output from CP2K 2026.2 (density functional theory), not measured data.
Periodic cell of 432 atoms, Si324O108, from a study of silicon, its oxide and their interface. The atomic structure is a simulated model.
Doubt: the forces sum to 1.57 eV/angstrom along one axis rather than to zero, so they err by at least 0.0036 eV/angstrom per atom on average; the grid cutoff is modest.

Settings: functional PBE; method Gaussian and plane waves; basis set DZVP-MOLOPT-SR-GTH; pseudopotentials GTH-PBE; grid cutoff 350 Ry, relative cutoff 50 Ry; k points Gamma only; occupations fixed; spin none; net charge 0.

Cell vectors (angstrom)
a 16.32 0 0
b 0 16.32 0
c -3.2272 -5.3526 29.4667

Atoms and the computed forces on them: element, x, y, z (angstrom), force x, y, z (eV/angstrom)
Si 1.1995 15.285 0.1345 -0.0086 -0.2359 0.7274
Si 3.8133 1.566 0.1311 0.2628 -0.0594 0.7088
Si 1.6752 3.8347 0.1818 -0.2099 0.0482 0.7462
Si 3.8058 6.9899 0.1341 0.1734 0.0123 0.7307
Si -1.737 3.7255 29.193 -0.1983 0.3281 0.6694
Si 1.0906 6.5845 29.4558 -0.1329 0.1102 0.8302
Si 6.993 14.859 0.1567 -0.263 0.0652 0.7254
Si 9.218 1.4416 0.1417 0.2108 -0.0023 0.6843
Si 7.1112 3.7701 0.0372 -0.1465 0.1569 0.7692
Si 9.832 6.5271 0.0785 -0.183 0.1102 0.7612
Si 3.3881 4.4621 29.4384 0.0621 -0.2433 0.7255
Si 9.1644 12.5695 0.0468 0.2422 -0.1137 0.7188
Si 12.5323 14.8912 0.1127 -0.2494 0.0699 0.6782
Si 15.2388 1.0603 0.0873 -0.0796 0.2753 0.7782
Si 12.0042 4.3277 0.2437 -0.035 -0.1051 0.7571
Si 14.781 6.8793 0.1229 0.2038 -0.2303 0.6794
Si 9.3747 3.8568 29.4449 -0.3084 0.2504 0.6676
Si 11.4024 7.2122 29.4463 0.2485 -0.1374 0.7281
Si 2.683 0.0735 1.5214 0.0028 0.0179 -0.0413
Si 5.4726 2.7011 1.3627 -0.014 0.0107 -0.0266
Si 2.7358 5.4377 1.5012 0.0093 -0.0105 -0.0344
Si 5.4458 8.2057 1.2884 0.0043 0.0181 -0.039
Si 2.6476 10.7477 1.1345 -0.0152 -0.0355 -0.0379
Si 5.3898 13.5907 1.317 -0.0219 -0.0289 -0.0398
Si 8.0998 0.0105 1.5812 -0.0141 0.0044 -0.0269
Si 10.8401 2.656 1.3815 -0.0253 -0.0104 -0.0659
Si 8.2117 5.388 1.3511 -0.0023 -0.0245 -0.03
Si 10.9315 8.1792 1.3161 0.019 -0.0039 -0.0616
Si 8.1178 10.9469 1.3689 -0.0154 -0.0279 -0.0476
Si 10.8615 13.6691 1.2851 0.0134 0.0012 -0.0374
Si 13.705 -0.0046 1.4986 0.0024 0.0184 -0.0422
Si 0.0213 2.6933 1.3934 0.0152 -0.0239 -0.0455
Si 13.5823 5.4448 1.52 -0.0236 -0.0128 -0.0232
Si 0.0257 8.1133 1.3229 0.006 0.0156 -0.0238
Si 13.6043 10.898 1.2899 -0.0127 -0.0069 -0.033
Si -0.0078 13.6142 1.2843 -0.0144 0.0182 -0.0642
Si 1.3355 1.4024 2.865 -0.0183 0.0243 0.0318
Si 4.164 4.0945 2.7705 0.0194 -0.0286 0.0145
Si 1.3196 6.7789 2.7772 -0.0207 0.0075 0.0182
Si 4.0281 9.5113 2.6573 -0.002 0.0046 0.0018
Si 1.3678 12.1854 2.5659 0.0315 -0.0011 -0.0159
Si 4.0606 14.9366 2.7224 0.0271 0.0093 0.0039
Si 6.7139 1.364 2.8459 -0.0136 -0.0025 0.0193
Si 9.5158 4.0383 2.7803 0.0077 0.0037 0.01
Si 6.8134 6.8055 2.6373 -0.013 -0.0206 -0.035
Si 9.5236 9.539 2.6444 0.0028 -0.0126 -0.0129
Si 6.7599 12.283 2.7473 0.0074 0.0269 0.025
Si 9.5697 14.97 2.7795 0.0013 0.0074 0.0183
Si 12.262 1.365 2.7449 -0.0274 0.0028 -0.0078
Si 14.9677 4.0399 2.7606 0.019 0.0056 0.0047
Si 12.2446 6.871 2.7993 -0.0175 0.0102 0.0368
Si 15.0117 9.5595 2.6572 -0.0103 -0.0146 0.0156
Si 12.19 12.2325 2.6514 0.0118 0.0228 -0.003
Si 15.0231 14.9106 2.8013 0.0305 -0.0073 0.0209
Si 0.0079 -0.0185 4.1706 -0.0081 0.0075 -0.0143
Si 2.7554 2.7605 4.1383 -0.0258 -0.0028 -0.0261
Si -0.0252 5.4227 4.1262 0.0038 0.0198 -0.0018
Si 2.7174 8.1546 4.0768 0.0369 -0.0011 -0.0202
Si 0.0346 10.8954 4.0328 -0.0074 -0.0197 -0.0079
Si 2.6926 13.546 4.018 -0.0376 -0.0104 -0.0186
Si 5.384 -0.0397 4.1426 0.0109 0.0318 0.0025
Si 8.1354 2.7187 4.1468 0.0195 0.0156 -0.0157
Si 5.4961 5.4786 4.0929 0.0099 -0.0224 -0.0064
Si 8.1668 8.1646 4.0121 0.0014 0.0077 -0.0078
Si 5.39 10.879 4.05 -0.0244 0.0137 -0.0348
Si 8.1646 13.609 4.099 -0.024 -0.0049 -0.0074
Si 10.918 0.0073 4.1231 -0.013 -0.0095 -0.0004
Si 13.5997 2.7124 4.1222 0.0133 -0.0115 0.0079
Si 10.8773 5.4512 4.1062 0.02 -0.0285 -0.0513
Si 13.6424 8.2261 4.0816 -0.0018 -0.002 -0.0062
Si 10.8628 10.8815 4.0457 0.0028 0.0301 0.009
Si 13.5812 13.5562 4.0648 0.006 -0.0019 -0.0345
Si 1.3746 -1.3598 16.318 -0.0138 -0.0228 -0.0058
Si 4.0881 1.3473 16.3496 -0.0044 0.0121 0.0015
Si 1.355 4.0871 16.3204 -0.0094 -0.012 0.0222
Si 4.0796 6.7952 16.2846 -0.0114 -0.0173 0.0401
Si 1.361 9.4667 16.2926 0.0127 0.0151 0.0058
Si 4.0486 12.2098 16.2971 0.0078 -0.004 0.0171
Si 6.7876 -1.3154 16.3238 -0.0014 -0.0003 0.0359
Si 9.5509 1.3746 16.4026 0.0038 -0.0068 0.049
Si 6.7819 3.9905 16.2577 0.0115 -0.0149 -0.0001
Si 9.4727 6.7822 16.1825 0.0031 0.0374 0.0021
Si 6.8337 9.5561 16.2618 0.0017 0.0036 0.0072
Si 9.4973 12.2814 16.3076 0.0035 -0.0033 0.0011
Si 12.2207 -1.3293 16.3864 0.0189 -0.0004 0.0175
Si -1.3986 1.3719 16.3623 0.0141 0.0099 0.0322
Si 12.2806 4.0558 16.3213 -0.0163 0.0167 0.0023
Si -1.3359 6.7574 16.333 -0.0122 -0.0123 0.0072
Si 12.2518 9.586 16.2188 -0.0182 0.0095 0.02
Si -1.3368 12.2617 16.3385 0.022 -0.031 0.01
Si 2.73 -0.0244 17.6953 0.0006 -0.0066 0.0124
Si 5.4345 2.7135 17.7237 0.0146 0.0049 0.0418
Si 2.7607 5.4086 17.6731 0.0154 0.0057 -0.0477
Si 5.4816 8.1811 17.5712 0.0024 0.0017 -0.0399
Si 2.7112 10.8035 17.6598 0.0161 0.019 -0.0218
Si 5.4106 -2.7259 17.6139 0.0029 0.0022 -0.0421
Si 8.1037 0.0615 17.744 -0.0166 -0.0143 -0.0514
Si 10.9831 2.7317 17.766 -0.0047 -0.0291 -0.0335
Si 8.1929 5.3283 17.5204 0.0293 -0.0135 -0.0188
Si 10.782 8.2492 17.4337 -0.0547 0.0208 -0.0182
Si 8.157 10.9211 17.6729 -0.0325 -0.0265 -0.0014
Si 10.7972 -2.6722 17.71 -0.0103 0.0303 0.0069
Si 13.5663 0.0377 17.78 0.0055 0.0253 -0.0228
Si -0.0507 2.7756 17.6946 -0.0347 0.0452 -0.0097
Si 13.6396 5.3821 17.7052 0.0287 -0.0372 -0.003
Si 0.0476 8.0942 17.682 0.0169 0.0032 0.0044
Si 13.5974 10.8945 17.6533 -0.0177 -0.0253 -0.0419
Si 0.0601 -2.715 17.7073 0.0142 -0.0194 -0.0411
Si 1.3888 1.4263 18.9582 0.0104 0.0288 0.0092
Si 4.1346 4.0984 19.1041 -0.0411 0.0102 0.0381
Si 1.4054 6.7317 19.058 -0.0355 -0.0076 0.0879
Si 4.151 9.4953 18.9949 -0.0083 0.0209 0.0639
Si 1.3943 12.1643 19.0615 -0.0202 -0.045 0.0327
Si 4.0647 -1.4335 19.0395 0.0077 -0.0172 0.0306
Si 6.7617 1.4368 19.1812 0.0304 -0.0275 0.032
Si 9.5733 4.1307 19.0157 0.0293 0.0051 0.0441
Si 6.8164 6.6844 18.7686 -0.0399 0.0168 0.0242
Si 9.5216 9.5329 18.9769 0.0165 0.0435 0.0543
Si 6.7638 12.2737 19.0048 -0.0079 0.0042 0.0775
Si 9.4384 -1.3201 19.109 -0.0102 -0.0036 0.0867
Si 12.279 1.4 19.2829 0.0226 0.0294 0.0686
Si -1.3756 4.0629 19.2404 0.0211 -0.0221 0.0658
Si 12.1455 6.8797 18.6725 0.0071 -0.0232 -0.0204
Si -1.3235 9.4685 18.9768 0.0123 0.0333 0.0298
Si 12.1718 12.2712 18.9977 0.0325 0.0184 0.0407
Si -1.3018 -1.3185 19.0377 0.0138 0.0166 0.0113
Si -0.075 0.2497 20.3013 0.0425 -0.2256 -0.6661
Si 2.526 2.9299 20.3544 0.2031 -0.0876 -0.7597
Si 0.3149 5.1731 20.4694 -0.2196 0.1635 -0.7752
Si 3.0676 7.854 20.2493 -0.056 0.1003 -0.7461
Si -0.3136 11.1044 20.3042 0.3679 -0.2881 -0.5517
Si 3.0066 -3.0809 20.3835 -0.1159 0.1127 -0.7519
Si 5.585 -0.2567 20.3673 -0.0633 0.244 -0.7555
Si 8.3759 2.7029 20.4278 -0.2804 0.1005 -0.7383
Si 5.3621 5.7087 20.3347 0.0951 -0.2243 -0.7297
Si 8.3413 7.8187 20.0439 0.0223 0.2352 -0.7031
Si 5.2731 11.0658 20.3537 0.139 -0.1272 -0.7364
Si 7.8114 -2.4639 20.3898 0.1915 -0.1021 -0.7581
Si 10.4927 0.3359 20.4036 0.2165 -0.1246 -0.7552
Si 13.9599 2.4184 20.73 -0.3304 0.3164 -0.6946
Si 10.7066 5.846 20.1605 0.0463 -0.2545 -0.7053
Si 13.3054 8.3105 20.0437 0.2115 -0.0702 -0.6999
Si 11.1819 10.5928 20.2891 -0.3074 0.1607 -0.7256
Si 13.7776 -2.8904 20.2339 -0.3067 0.2726 -0.5603
Si 8.1627 -3.4827 23.3469 -0.0664 0.0629 -0.1236
Si 1.0751 -1.6619 22.3914 0.0197 0.0412 -0.0901
Si 12.9592 4.0589 26.3577 0.174 -0.0976 0.1236
Si 2.036 11.3257 24.5367 -0.0158 -0.0378 0.1115
Si -0.7426 8.1566 27.4611 -0.0299 0.0193 0.0622
Si 12.7023 6.4728 22.2666 -0.065 0.0416 -0.1883
Si 2.5347 8.8125 23.1347 0.0078 0.0427 -0.0133
Si 7.0999 9.3528 22.2988 -0.0868 0.153 -0.0918
Si 6.108 2.6413 24.5407 -0.0234 -0.1181 0.0924
Si 5.1967 8.7852 24.569 0.0038 0.1328 -0.0285
Si 4.0317 1.2881 22.622 -0.0198 -0.0856 -0.1014
Si -1.7957 -2.6241 22.9769 -0.0674 0.0743 0.129
Si 2.5627 -0.5383 24.7372 0.0928 -0.0278 -0.1156
Si 9.348 -1.6147 25.1522 -0.0136 0.0879 0.0151
Si 12.9526 -0.276 27.4352 -0.1018 -0.0026 0.1259
Si -2.479 0.0888 24.4619 0.0377 -0.1938 -0.0888
Si 3.8565 -3.0209 25.678 -0.0938 -0.0886 0.0595
Si 8.7866 6.1818 24.7649 -0.0769 -0.1038 -0.0584
Si -0.2217 8.2549 24.4696 -0.1046 0.0155 -0.1631
Si 9.8502 3.8301 26.548 -0.0172 0.096 0.0526
Si 6.6416 7.4933 26.7289 0.0851 0.0092 0.0587
Si 4.7797 2.5595 27.4035 0.0258 -0.0003 0.149
Si -0.6768 11.0067 23.3504 -0.0727 0.0212 -0.0519
Si 10.669 -2.4241 27.5473 0.1471 0.0024 0.1288
Si 9.9334 10.6508 23.0781 -0.0053 -0.1706 -0.0248
Si 8.8225 1.2434 25.1297 0.1132 -0.0083 -0.1049
Si 6.1955 11.5921 25.1081 -0.0211 -0.0543 0.0061
Si 7.4624 10.5015 27.5107 -0.0545 0.0823 0.1048
Si 2.4384 -4.9447 27.4279 0.0287 0.0266 -0.0078
Si 11.1841 8.197 24.4472 0.0872 -0.0811 -0.0174
Si 10.9564 0.0369 23.4044 -0.1311 0.0323 0.0328
Si -1.9498 2.8277 23.79 -0.0236 0.0467 -0.1205
Si -1.0397 5.4985 23.2544 0.1556 0.0169 -0.0281
Si 7.2658 4.6757 22.6772 0.0102 -0.0133 -0.2104
Si 2.4788 0.3585 27.4975 0.1262 -0.0836 0.1513
Si 12.7652 6.9525 26.7124 -0.0734 0.0746 0.034
Si 1.3803 14.9137 5.4493 0.0058 -0.0077 0.0069
Si 4.0576 1.3484 5.4902 0.0023 -0.0039 0.003
Si 1.371 4.1 5.48 0.0158 -0.004 0.0019
Si 4.0936 6.8109 5.4369 -0.0188 -0.007 -0.0036
Si 1.3652 9.5289 5.4245 -0.0023 0.0094 -0.0184
Si 4.0551 12.2326 5.4247 0.0127 0.0101 0.0036
Si 6.8014 14.9572 5.4657 0.008 -0.0094 0.0009
Si 9.5245 1.3547 5.4676 0.0054 0.0168 -0.0094
Si 6.8101 4.1086 5.4843 -0.0133 -0.0103 -0.0028
Si 9.5037 6.8181 5.4305 -0.0111 0.0034 -0.0161
Si 6.7898 9.5168 5.3853 -0.0065 -0.0242 -0.0142
Si 9.5118 12.2259 5.4349 0.0182 0.0085 -0.0018
Si 12.2602 14.9381 5.4531 0.0043 -0.0018 -0.0052
Si 14.9467 1.3448 5.4877 0.006 0.0043 -0.0009
Si 12.2432 4.0954 5.4605 -0.0052 0.0032 0.0026
Si 14.9494 6.819 5.4521 -0.0131 0.0013 -0.0042
Si 12.2447 9.5514 5.4257 0.0153 0.0059 0.0012
Si 14.965 12.2189 5.4159 0.0045 0.0059 -0.0008
Si 2.7094 -0.0284 6.8273 0.0023 0.0029 0.0003
Si 5.4394 2.7233 6.815 -0.0003 0.0109 -0.0061
Si 2.7355 5.4598 6.8161 0.0022 0.0022 0.0083
Si 5.4516 8.1715 6.7882 0.0009 -0.0033 -0.005
Si 2.7116 10.8812 6.7998 -0.0052 -0.0061 0.0074
Si 5.427 13.586 6.7943 -0.0022 0.0056 -0.0004
Si 8.1602 -0.0017 6.8211 -0.0023 -0.005 -0.0052
Si 10.8826 2.7281 6.8135 -0.0005 0.0012 -0.0035
Si 8.1704 5.466 6.8253 0.0002 -0.0095 0.0031
Si 10.8818 8.1749 6.779 0.0117 -0.0065 -0.0052
Si 8.1463 10.8627 6.7776 -0.006 0.0144 -0.0024
Si 10.8781 13.5871 6.7955 -0.0053 -0.0049 -0.003
Si 13.5959 -0.0199 6.8323 0.0054 -0.0004 0.0088
Si 0.005 2.7176 6.8187 0.0003 -0.0042 -0.0081
Si 13.597 5.4564 6.8165 -0.0006 0.0131 0.0006
Si 0.0055 8.1722 6.7946 0.006 -0.0141 -0.0005
Si 13.6056 10.8859 6.7998 -0.0121 -0.003 0.0024
Si -0.0092 13.5811 6.7957 -0.0031 0.0089 -0.0028
Si 1.3519 1.3436 8.1766 -0.0091 -0.0188 -0.0001
Si 4.0801 4.0803 8.1711 -0.0072 -0.015 -0.0031
Si 1.3619 6.8137 8.1592 0.0104 0.0134 -0.0032
Si 4.0826 9.5235 8.1492 0.0055 0.0025 0.0011
Si 1.3509 12.2343 8.1621 -0.0035 0.0002 0.0036
Si 4.0835 -1.3735 8.173 0.0054 0.0154 0.0099
Si 6.8003 1.3642 8.1713 0.0054 0.0149 -0.0038
Si 9.5256 4.0899 8.1721 0.0051 0.0149 0.0017
Si 6.7997 6.8165 8.1684 -0.0025 -0.0007 0.0056
Si 9.5196 9.5235 8.149 -0.0109 -0.0125 -0.0044
Si 6.7935 12.2262 8.145 0.0016 -0.007 -0.0014
Si 9.5237 -1.3699 8.1594 0.0007 0.0026 0.0013
Si 12.2376 1.3598 8.168 -0.0125 -0.0073 -0.0008
Si 14.9616 4.0858 8.1648 0.0065 0.0083 0.0005
Si 12.2292 6.8154 8.1609 -0.0051 -0.0091 0.0023
Si 14.9601 9.5222 8.1585 -0.0111 -0.008 -0.0031
Si 12.2442 12.2423 8.161 0.0195 0.0126 -0.002
Si 14.9666 -1.3752 8.1732 0.0075 -0.0004 0.0018
Si -0.006 -0.0105 9.5377 -0.0078 0.0009 0.0072
Si 2.721 2.7095 9.5227 0.01 0.0114 -0.0052
Si 0.0057 5.444 9.5168 0.0073 0.0039 -0.0061
Si 2.721 8.1675 9.5122 -0.01 -0.0175 -0.0018
Si -0.0064 10.8822 9.524 0.0054 0.0016 0.006
Si 2.7094 13.5955 9.525 -0.0079 -0.0003 0.0003
Si 5.439 -0.0014 9.5244 0.0052 -0.0058 0.0008
Si 8.1612 2.7246 9.5232 -0.0016 -0.0071 -0.0009
Si 5.4447 5.4418 9.5196 -0.0001 0.0055 0.0045
Si 8.1677 8.1683 9.5232 0.0027 -0.0009 0.005
Si 5.435 10.8807 9.515 0.0043 -0.0039 -0.0009
Si 8.1562 13.5901 9.5048 -0.0064 0.0044 -0.0075
Si 10.8781 -0.0014 9.5171 0.0008 0.0091 -0.0004
Si 13.6044 2.7184 9.5223 0.0028 -0.0035 -0.0042
Si 10.8851 5.4468 9.5284 0.0012 0.0046 0.0045
Si 13.5978 8.1679 9.5185 0.0104 0.0003 0.0019
Si 10.8793 10.8839 9.5154 0.0033 -0.0009 -0.0036
Si 13.5995 13.5951 9.5296 -0.018 -0.0002 0.0021
Si 1.3542 -1.3671 10.8964 0.0085 0.0101 -0.0017
Si 4.0791 1.3543 10.8903 -0.0056 -0.007 0.0055
Si 1.3574 4.0703 10.8732 -0.0027 -0.0081 0.0002
Si 4.0698 6.7939 10.8646 -0.0018 0.0099 -0.0049
Si 1.3619 9.5246 10.8721 -0.0012 0.0024 -0.0006
Si 4.0745 12.2393 10.877 0.0027 0.0003 0.0046
Si 6.8032 -1.3671 10.8673 0.0181 -0.0041 -0.0016
Si 9.5194 1.3567 10.8738 -0.0017 -0.0013 0.0014
Si 6.8011 4.0798 10.8822 -0.005 0.007 0.0032
Si 9.5244 6.8043 10.8866 -0.0038 -0.006 0.0041
Si 6.7999 9.5279 10.8732 -0.0016 0.0014 0.0048
Si 9.523 12.2513 10.8741 -0.0044 -0.0041 0.0007
Si 12.2432 -1.3497 10.8764 0.0041 0.0055 -0.0064
Si 14.9552 1.3561 10.8905 0.0032 -0.0023 0.0057
Si 12.2464 4.0777 10.8802 -0.0016 0.0117 0.0001
Si 14.9622 6.803 10.8705 -0.0122 -0.0046 -0.0034
Si 12.2436 9.5316 10.8816 0.0006 -0.0145 -0.006
Si 14.9573 12.2391 10.8928 0.0029 0.0031 -0.002
Si 2.7117 -0.0021 12.2523 -0.0079 -0.012 0.0038
Si 5.445 2.7154 12.2446 0.0099 0.0089 0.0025
Si 2.7202 5.4242 12.2267 0.0032 0.0046 -0.0028
Si 5.4266 8.1577 12.2093 -0.0064 -0.023 -0.0048
Si 2.715 10.8817 12.2358 0.003 0.0033 0.0055
Si 5.4341 13.6087 12.227 0.0013 0.0044 -0.0057
Si 8.1652 -0.0122 12.226 -0.0145 0.0009 -0.0081
Si 10.8837 2.7101 12.2311 -0.0063 -0.0089 0.0006
Si 8.1675 5.4322 12.2389 0.0066 0.0145 0.0114
Si 10.8934 8.1646 12.2391 0.0037 0.0052 0.0005
Si 8.1551 10.8991 12.2275 -0.0013 -0.0049 0.006
Si 10.8799 13.6243 12.2331 0.0109 0.0175 -0.0067
Si 13.5945 -0.0005 12.2523 -0.0177 -0.0019 -0.003
Si 0.0055 2.7115 12.2423 -0.0025 0.0073 0.0044
Si 13.6162 5.4333 12.2319 0.0135 0.0032 -0.004
Si -0.0001 8.1666 12.2248 0.0102 -0.0095 -0.0087
Si 13.598 10.8874 12.2566 -0.0088 -0.001 0.0149
Si -0.0133 13.6022 12.2603 -0.008 -0.013 0.007
Si 1.3497 1.3512 13.6212 0.0081 0.006 -0.0041
Si 4.0657 4.0601 13.6013 -0.0082 0.0038 0.0106
Si 1.358 6.7936 13.5648 -0.01 -0.0035 -0.0045
Si 4.0823 9.5166 13.5788 0.0073 -0.0126 0.0025
Si 1.3512 12.2315 13.6019 0.0008 0.0059 -0.0018
Si 4.0795 -1.3602 13.5998 0.0029 0.0044 -0.0005
Si 6.8146 1.3421 13.5852 0.0234 -0.0225 -0.0035
Si 9.5326 4.0636 13.5953 -0.0064 0.003 0.0096
Si 6.7712 6.7878 13.5597 -0.008 0.0274 -0.0079
Si 9.5259 9.5434 13.5708 0.0053 -0.0106 0.0073
Si 6.7949 12.2639 13.5889 -0.005 0.0144 0.0026
Si 9.5254 -1.3435 13.609 -0.002 -0.0017 0.0028
Si 12.2259 1.3511 13.6078 0.0121 0.007 -0.0036
Si -1.3509 4.0713 13.5976 -0.0012 -0.0039 -0.0018
Si 12.2633 6.7934 13.5881 -0.0133 0.0068 -0.001
Si -1.3539 9.5127 13.6026 0.0099 0.0086 -0.0013
Si 12.25 12.2915 13.5945 -0.0054 -0.007 -0.0047
Si -1.3679 -1.3465 13.6275 0.0035 -0.0018 0.0043
Si -0.017 0.0102 15.001 -0.0175 0.0058 0.0066
Si 2.712 2.7019 14.9852 -0.0053 -0.0107 0.0026
Si 0.0183 5.439 14.9396 0.0038 0.0046 0.0013
Si 2.7223 8.1384 14.9179 0.0062 0.0056 -0.0048
Si -0.0022 10.8719 14.9724 -0.005 0.0046 0.0077
Si 2.7135 13.5952 14.9477 0.0043 -0.0045 0.0024
Si 5.4349 0.0149 14.9515 0.0012 -0.0088 0.0012
Si 8.195 2.6705 14.9509 -0.0107 -0.0148 -0.005
Si 5.4378 5.4171 14.9414 0.013 0.022 0.0162
Si 8.1308 8.1705 14.8738 0.0074 0.0021 -0.011
Si 5.4356 10.891 14.9292 -0.0124 -0.0073 -0.0043
Si 8.1404 -2.682 14.957 -0.0057 -0.0062 -0.003
Si 10.8718 0.0101 14.9995 -0.0036 0.0097 0.0099
Si 13.6041 2.7024 14.9447 0.0044 0.0107 -0.0012
Si 10.9146 5.4195 14.9371 0.0152 -0.0144 0.021
Si 13.6189 8.1425 14.9627 0.0134 -0.0225 0.0131
Si 10.8691 10.9442 14.9165 -0.0167 0.0012 -0.0036
Si 13.5957 -2.6891 15.0075 -0.0041 -0.0043 0.0163
O 13.4516 -2.3989 21.7724 -0.6787 0.0913 0.1598
O 1.426 4.0314 20.8599 0.1936 -0.071 0.5073
O 10.4226 2.6272 29.192 -0.1266 -0.1436 -0.1765
O -2.7233 0.1883 26.0477 0.2105 0.3911 -0.0078
O 8.1255 -2.1398 24.2367 -0.3176 0.4168 -0.0242
O 12.3036 9.4591 20.6264 -0.055 -0.0676 0.3539
O 3.2198 -0.9157 28.1705 -0.1817 -0.2786 -0.476
O 4.7853 0.1932 21.7107 -0.2365 -0.1077 0.1439
O 3.2032 -3.5509 27.0729 0.1879 0.2777 0.4971
O 11.2646 -3.7609 28.2065 0.0002 -0.3363 -0.2503
O 4.8414 8.3796 29.1302 -0.0108 0.0935 -0.2253
O 10.8999 -0.3004 21.8355 0.0313 -0.5582 0.1114
O 0.3982 7.2521 28.1463 0.1502 -0.0499 -0.2872
O -0.1854 8.5958 26.0353 0.1459 0.5368 -0.0398
O 5.3138 2.8761 25.9228 -0.0074 0.1296 0.0029
O -1.1998 1.2743 20.8946 0.1377 -0.0177 0.1595
O 13.4354 3.173 25.0857 -0.3641 -0.1579 0.0234
O -1.5258 12.1741 20.4043 -0.213 0.0445 -0.1579
O 9.5266 6.8691 20.6542 0.1075 0.0348 0.316
O -0.4738 -2.6328 29.117 0.0469 -0.1214 -0.229
O 7.7111 0.0536 29.0736 -0.1182 0.1691 -0.5943
O 13.6594 2.8439 22.2923 -0.5084 0.1373 0.0468
O 1.4423 -1.3508 23.9213 -0.1678 -0.37 0.2106
O 2.285 -2.4914 21.7204 0.2635 -0.1043 0.2073
O 10.7319 11.1117 21.7562 -0.0892 0.2761 0.2209
O 6.5231 8.6972 23.6485 0.0973 -0.174 0.2978
O 9.4204 1.5085 20.8113 0.1472 -0.1079 0.1448
O 10.8237 9.725 24.0542 0.0643 0.3823 0.3949
O -0.0376 10.7634 21.8713 0.5291 -0.4045 0.0246
O 6.0246 10.3769 21.6351 0.0662 -0.0718 0.1877
O 12.2009 0.934 28.2074 0.0808 0.0746 -0.2493
O -3.1683 10.9694 29.0344 -0.14 -0.1439 -0.2758
O 6.0018 1.8774 28.2074 0.2206 -0.0337 -0.255
O -0.1916 5.7699 21.9029 0.1338 0.5529 0.2687
O 1.2843 8.196 23.9165 0.1623 -0.341 0.0114
O 8.8712 10.4797 28.3 0.4527 0.5611 -0.0103
O 11.445 3.666 26.7429 -0.0608 -0.4457 0.3585
O -1.0902 9.4479 28.3584 0.4604 0.3903 -0.1371
O 9.272 2.3735 26.1729 0.1245 -0.0753 0.5458
O 0.8203 -0.3051 21.5522 0.1859 0.2734 0.073
O 5.1393 10.3552 25.0218 -0.3012 0.0597 0.2684
O 9.8627 1.158 23.8674 0.06 0.5472 -0.1815
O 7.6526 6.6741 25.7958 -0.2058 -0.0258 -0.0462
O 4.1485 12.1555 20.8746 0.1205 0.1214 0.3655
O 5.0083 -2.7051 29.0585 -0.0881 -0.1137 -0.3906
O 6.4282 -4.9312 28.3992 -0.3132 0.0614 -0.164
O 1.8548 0.0699 26.0436 -0.6954 0.0409 -0.1521
O 2.1254 10.6514 26.015 -0.0599 -0.5115 0.0835
O 2.3894 8.4867 21.5777 -0.3033 0.1995 0.1759
O 5.3258 7.807 25.8415 -0.5001 -0.3864 0.273
O 10.31 8.3661 29.0407 0.089 -0.0308 -0.2354
O 2.5485 10.4039 23.3307 0.1756 0.1045 -0.4412
O 7.313 8.1634 21.251 -0.3861 -0.3301 0.0879
O 9.1035 4.3519 27.9044 -0.4608 0.6125 -0.1023
O 7.1394 8.9365 27.2823 -0.0289 -0.1457 -0.0799
O -0.2965 -2.4955 22.3664 0.025 -0.3899 -0.3792
O 1.113 -4.5516 28.2571 -0.3309 -0.0632 -0.3793
O 8.2597 5.8191 23.2626 0.0729 0.1883 -0.4784
O 13.6842 5.4696 23.0186 -0.1981 -0.4461 0.1864
O 5.4062 -3.4502 25.6827 0.4499 0.252 0.376
O -2.1151 7.3453 27.2951 -0.1084 -0.1236 0.1574
O 8.5738 9.9291 22.5774 0.0889 -0.2121 0.1554
O 8.2896 -3.1856 21.7694 0.3885 -0.2787 0.0988
O 9.5318 4.8815 25.3689 0.3929 0.0401 -0.225
O 7.9887 3.5008 21.8062 0.0512 0.0713 0.2636
O 11.8547 6.5979 28.0057 -0.0725 -0.4375 -0.1863
O 6.109 5.2761 21.7185 0.0005 -0.0229 0.2235
O -1.0753 9.4908 23.8163 -0.5427 -0.0571 -0.0146
O 11.9794 7.513 23.2356 0.1896 0.1055 0.0844
O 11.8908 -1.4499 27.1641 0.1876 -0.1611 -0.134
O 3.1163 2.23 21.6959 0.0267 0.1401 0.2451
O 0.4778 11.6405 24.2924 -0.0778 0.5281 0.5899
O 6.369 6.6034 28.0548 0.009 -0.4407 -0.0325
O 9.7977 -2.7231 26.2294 -0.2882 -0.5564 -0.2725
O -1.8739 -4.1956 23.4518 -0.5375 -0.1193 0.2485
O 3.9194 8.2727 23.7461 0.2298 -0.5618 -0.1669
O -2.4275 3.96 27.7123 -0.1201 0.2114 -0.132
O -0.5294 2.6462 28.9321 0.0156 0.0245 -0.3712
O 10.6324 -1.3229 24.2098 0.2216 -0.612 0.1026
O 3.3139 10.3482 28.3029 0.0948 -0.1787 -0.1743
O 8.8745 -0.2199 25.8376 -0.0714 0.0306 0.698
O 9.6576 -1.6936 28.5436 -0.1328 -0.1344 -0.0266
O 2.2531 5.5406 28.9268 0.1571 0.0556 -0.4962
O 6.6704 4.0634 24.046 -0.0684 0.2436 0.5524
O 9.8072 7.4119 24.6605 -0.3695 0.3239 -0.1735
O 12.9401 5.6003 25.8584 0.1595 0 -0.5083
O -2.1451 -0.8041 28.3267 0.0212 0.0366 -0.3177
O 3.1474 0.5815 23.7546 -0.0421 0.2253 0.0778
O 5.1272 2.1753 23.3659 0.0616 0.2569 -0.1886
O 3.5482 1.5389 27.3479 -0.0703 0.1356 -0.239
O 4.2196 6.8031 20.7616 -0.0596 0.0167 0.3911
O -0.7986 6.7567 24.2505 0.0228 -0.2259 0.1484
O 6.8174 11.989 23.6689 -0.1626 -0.0499 -0.448
O 12.1032 8.1091 25.7882 0.2078 0.4618 0.1054
O 7.3092 1.5665 24.6668 0.0027 -0.4179 -0.3067
O -1.4484 1.2843 24.0358 0.5812 -0.1119 0.1142
O 3.7693 -1.4514 25.3351 0.4955 0.1584 0.1041
O 9.4677 -4.3186 23.8183 0.259 0.0529 0.5374
O 13.6807 7.3385 21.298 0.3937 0.0682 0.0811
O 4.22 3.8872 28.1488 0.3044 0.3872 -0.1579
O 12.4603 0.4879 23.7231 -0.0357 0.305 -0.0738
O 1.2273 0.7876 28.39 -0.263 -0.1851 0.0006
O 6.7222 -1.3299 20.8561 0.0606 0.0918 0.6265
O -0.7676 3.9739 23.7872 0.6117 -0.0706 0.3231
O 11.6188 5.546 21.4867 -0.0992 -0.5519 0.2767
O -2.0205 -1.4287 24.0603 -0.0912 0.0065 0.3435
O 2.9971 -3.7117 24.4946 0.1341 0.3356 -0.6324
O 7.4524 11.2056 26.0585 0.4162 0.1398 -0.3725

Results
total energy: -82020.367 eV
total energy less fixed offsets of O -438.35, Si -107.03 eV per atom: -0.847 eV
